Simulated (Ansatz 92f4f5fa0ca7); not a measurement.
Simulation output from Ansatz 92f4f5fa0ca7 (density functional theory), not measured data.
Periodic cell of 220 atoms, Si132O88, from a study of silicon, its oxide and their interface. The atomic structure is a simulated model.
Doubt: the cutoff is low for norm-conserving oxygen, so forces and energies are approximate.
Doubt: the program's own warning below bears on the result.

Settings: functional HSE06; potential files SPMS norm-conserving; basis plane waves; wave-function cutoff 800 eV; density cutoff ratio 4; exchange-correlation grid ratio 1; k mesh 1 x 1 x 1, Gamma-centred; occupations fixed; spin none; net charge 0.

Cell vectors (angstrom)
a	10.938	0	0
b	0	10.938	0
c	0	0	32.3297

Atoms: element, x, y, z (angstrom)
Si	10.7652	0.4105	25.1378
Si	5.7332	10.7171	24.7703
Si	2.5087	3.0326	24.9493
Si	8.5369	2.5339	24.819
Si	0.3003	5.2516	24.8725
Si	5.3825	5.7171	24.7751
Si	3.1614	7.9605	24.8853
Si	7.9768	8.4871	24.7883
Si	1.3819	1.543	26.3905
Si	6.8906	1.3776	26.104
Si	4.1729	4.1691	26.143
Si	9.6156	4.1308	26.1828
Si	1.4577	6.8593	26.1523
Si	6.8748	6.8975	26.1568
Si	4.195	9.5984	26.2018
Si	9.5536	9.6187	26.166
Si	2.7488	0.0078	27.5513
Si	8.1896	0.0067	27.556
Si	-0.0463	2.8152	27.6602
Si	5.4887	2.7296	27.4949
Si	2.7665	5.4696	27.5558
Si	8.2071	5.487	27.5186
Si	0.008	8.2092	27.5011
Si	5.4973	8.2023	27.581
Si	4.1018	1.3673	28.9115
Si	9.5708	1.3673	28.9115
Si	1.3673	4.1018	28.9115
Si	6.8362	4.1018	28.9115
Si	4.1018	6.8362	28.9115
Si	9.5708	6.8362	28.9115
Si	1.3673	9.5708	28.9115
Si	6.8362	9.5708	28.9115
Si	0	0	30.2787
Si	5.469	0	30.2787
Si	2.7345	2.7345	30.2787
Si	8.2035	2.7345	30.2787
Si	0	5.469	30.2787
Si	5.469	5.469	30.2787
Si	2.7345	8.2035	30.2787
Si	8.2035	8.2035	30.2787
Si	1.3673	1.3673	31.646
Si	6.8362	1.3673	31.646
Si	4.1018	4.1018	31.646
Si	9.5708	4.1018	31.646
Si	1.3673	6.8362	31.646
Si	6.8362	6.8362	31.646
Si	4.1018	9.5708	31.646
Si	9.5708	9.5708	31.646
Si	2.7345	0	0.6835
Si	8.2035	0	0.6835
Si	0	2.7345	0.6835
Si	5.469	2.7345	0.6835
Si	2.7345	5.469	0.6835
Si	8.2035	5.469	0.6835
Si	0	8.2035	0.6835
Si	5.469	8.2035	0.6835
Si	4.1018	1.3673	2.0507
Si	9.5708	1.3673	2.0507
Si	1.3673	4.1018	2.0507
Si	6.8362	4.1018	2.0507
Si	4.1018	6.8362	2.0507
Si	9.5708	6.8362	2.0507
Si	1.3673	9.5708	2.0507
Si	6.8362	9.5708	2.0507
Si	0	0	3.418
Si	5.469	0	3.418
Si	2.7345	2.7345	3.418
Si	8.2035	2.7345	3.418
Si	0	5.469	3.418
Si	5.469	5.469	3.418
Si	2.7345	8.2035	3.418
Si	8.2035	8.2035	3.418
Si	1.3623	1.3481	4.7742
Si	6.8168	1.3586	4.8406
Si	4.1193	4.0685	4.7647
Si	9.5676	4.0746	4.8159
Si	1.3863	6.8157	4.7687
Si	6.8449	6.8118	4.771
Si	4.1085	9.5502	4.8214
Si	9.5126	9.6013	4.6864
Si	2.6403	-0.0893	6.1654
Si	8.1695	-0.0847	6.1653
Si	-0.0112	2.6746	6.1818
Si	5.3665	2.6524	6.234
Si	2.7754	5.439	6.1304
Si	8.1299	5.3889	6.1712
Si	-0.1104	8.1877	5.9494
Si	5.4854	8.146	6.1779
Si	3.707	1.4726	7.5504
Si	9.7842	1.0116	7.4526
Si	1.6403	3.8393	7.4076
Si	6.4974	4.2724	7.5206
Si	4.3329	6.5808	7.513
Si	9.3425	7.033	7.3124
Si	0.9682	9.6537	7.3742
Si	7.1059	9.2015	7.5322
O	1.403	4.1251	24.3951
O	6.8442	9.5859	24.299
O	2.6608	2.6725	7.9344
O	8.2517	8.0942	7.9191
O	5.4492	5.4572	8.0031
O	-0.035	-0.1005	7.9461
O	4.2395	6.8329	24.3691
O	9.6854	1.4224	24.3907
O	1.4157	8.6667	8.6009
O	1.1716	4.6278	8.7629
O	8.9955	1.5837	8.7731
O	6.5277	9.6779	8.9866
O	4.0695	0.7297	8.9648
O	3.6898	7.3378	8.8219
O	7.1069	3.5028	8.8469
O	10.2346	6.522	8.5787
O	3.1632	2.2807	23.6634
O	5.0069	0.4123	23.4339
O	7.9561	3.2289	23.4475
O	10.527	5.8979	23.5391
O	8.5952	7.7302	23.4555
O	2.6588	8.7434	23.5424
O	6.1218	5.1524	23.4055
O	0.9578	10.7524	24.1368
Si	2.5434	8.153	9.6398
Si	8.1768	5.5432	14.0294
Si	4.1493	4.4302	15.4747
Si	4.3552	1.7281	22.7268
Si	9.3706	1.0999	19.4691
Si	9.7293	1.1469	16.6049
Si	1.3116	9.5391	23.1591
Si	10.0198	8.1083	13.6121
Si	0.9091	6.4768	11.7824
Si	0.5469	9.8973	15.5923
Si	4.5519	1.8548	17.2318
Si	5.6508	9.0146	14.4123
Si	7.9926	10.5356	12.8826
Si	3.7784	0.0294	10.4022
Si	6.4229	9.5885	10.5965
Si	0.9239	10.6079	20.317
Si	3.3441	0.1672	14.9925
Si	2.8765	2.0972	12.5423
Si	5.9037	6.972	12.264
Si	6.7286	3.8685	22.5898
Si	10.7262	4.1118	16.5284
Si	8.5189	2.9698	9.4556
Si	3.5941	6.5699	17.6376
Si	7.1825	0.0846	17.7545
Si	5.1166	4.2069	12.6164
Si	1.8104	4.5761	19.0276
Si	1.4628	4.197	13.8989
Si	8.0692	5.4267	17.1045
Si	8.2396	4.086	19.7697
Si	10.0571	7.3049	22.8777
Si	10.4834	6.3653	19.9326
Si	10.7151	5.1923	9.3489
Si	0.9564	8.3319	18.2337
Si	2.9422	1.9082	19.9228
Si	6.3442	7.9892	17.2679
Si	7.9201	2.7941	12.5447
O	6.2281	8.1719	15.6645
O	8.2452	0.4829	16.5762
O	7.1795	6.2835	12.986
O	5.1264	4.593	14.1986
O	3.4562	1.2381	13.7909
O	6.7433	9.4605	17.8367
O	2.1621	3.3266	19.9853
O	5.2035	10.5659	11.0674
O	1.5307	5.5324	12.9623
O	-0.0558	5.5062	10.9168
O	5.9299	1.0337	17.4106
O	9.029	2.6506	19.85
O	2.7463	3.9707	14.8467
O	1.1611	9.2036	19.5658
O	1.5117	10.2683	21.7638
O	9.3242	6.7121	14.117
O	10.5905	0.3103	15.5355
O	10.659	7.339	18.6335
O	3.7162	1.4699	21.2701
O	0.03	7.7007	12.3676
O	7.2352	4.189	21.0629
O	9.2893	5.3005	19.8648
O	2.2856	7.5434	17.7097
O	3.2036	5.3405	18.6379
O	1.8442	0.7786	19.6045
O	7.7129	10.2603	11.3063
O	6.2705	8.0108	11.0555
O	6.3573	3.1942	12.3821
O	6.7475	10.0144	13.7755
O	5.0867	5.6334	11.797
O	0.2877	4.3901	15.0043
O	3.0592	9.5241	10.3142
O	-0.0032	8.6001	14.8337
O	9.1686	9.4571	13.2482
O	5.1279	7.9086	13.3449
O	4.7321	3.2916	16.4793
O	7.6012	5.2466	15.5414
O	10.1682	7.2179	21.2705
O	1.9513	10.3113	14.9455
O	0.1025	8.4917	23.3215
O	7.5695	4.3464	18.2717
O	3.5008	0.9634	16.3866
O	3.9961	2.0686	18.7211
O	0.9913	4.1171	17.6571
O	7.5148	6.8924	17.5672
O	3.8327	3.3499	12.163
O	5.5274	2.8072	22.5214
O	10.3221	0.2456	20.4843
O	4.9378	7.4556	17.9319
O	1.4575	2.8349	12.9574
O	2.8746	1.0557	11.2907
O	8.5574	4.0495	13.4135
O	0.9398	5.5492	19.9855
O	4.467	9.9628	14.9089
O	7.9196	0.4145	19.1721
O	0.5901	9.421	17.1204
O	9.864	2.7377	16.3594
O	8.1631	1.2402	13.1032
O	9.6879	5.2606	17.0117
O	2.0036	7.1492	10.7924
O	9.6063	4.0787	9.0718
O	8.5118	2.792	11.0458
O	10.2618	1.0027	18.1209
O	3.9098	5.8582	16.206

Results
free energy: -54377.935 eV
free energy less fixed offsets of O -447.96, Si -113.29 eV per atom: -3.175 eV
gap between the highest filled and lowest empty level on this k mesh: 1.217 eV

The program warned: the cutoff lies below the one the program advises for these potential files; the model core charge is not resolved on the grid; the forces do not sum to zero within the program's tolerance; the exchange-correlation potential is rough where the density is thin.
